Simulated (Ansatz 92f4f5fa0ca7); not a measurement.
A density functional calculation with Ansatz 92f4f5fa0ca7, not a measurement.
Periodic cell of 226 atoms, Si133O92B1, from a study of silicon, its oxide and their interface. The atomic structure is a simulated model.
Doubt: the cutoff is far below the 930 eV that the study's wrapper takes by default for these files, so forces and energies are approximate.
This geometry differs little from another in the collection (a relaxation step or a small displacement).

Settings: functional PBE; potential files Ansatz PAW; basis plane waves; wave-function cutoff 580 eV; density cutoff ratio 5; exchange-correlation grid ratio 1; k mesh 1 x 1 x 1, Gamma-centred; self-consistency stop 5e-08 eV per atom in the density residual; occupations fixed; spin none; net charge -1 e, with a uniform compensating background and no finite-size correction.

Cell vectors (angstrom)
a	10.938	0	0
b	0	10.938	0
c	0	0	31.9494

Atoms and the computed forces on them: element, x, y, z (angstrom), force x, y, z (eV/angstrom)
Si	10.6264	0.0002	24.4307	0.0027	0.0039	0.0166
Si	5.0742	0.127	24.6756	-0.0009	0.0037	0.0133
Si	2.8188	2.2949	24.5455	0.0009	-0.0008	0.0135
Si	8.5681	2.4352	24.5733	-0.0004	-0.0044	0.0132
Si	10.7042	5.5887	24.3503	-0.003	0	0.0151
Si	5.1564	5.6152	24.4648	-0.0036	0.0011	0.0142
Si	2.9843	7.952	24.4174	0.0006	-0.0022	0.017
Si	8.4144	7.8321	24.4316	0	-0.0034	0.0166
Si	1.2909	1.1319	25.8567	0.0024	-0.0008	-0.0014
Si	6.8146	1.3286	25.7556	0.0034	0.0004	-0.0048
Si	3.9845	4.0116	25.7485	0.0004	0.0028	-0.0047
Si	9.6845	4.0214	25.8665	0.003	0.0001	-0.0017
Si	1.3352	6.7959	25.6876	0.003	0.0012	-0.0054
Si	6.8018	6.7239	25.769	0.0005	0.0011	-0.0024
Si	3.9999	9.4673	25.968	-0.0008	0.001	-0.001
Si	9.4848	9.4393	25.8179	0.0005	0.0009	-0.0052
Si	2.6357	-0.1337	27.3088	-0.0051	-0.0021	0.0022
Si	8.1424	-0.0657	27.1635	-0.0068	-0.005	-0.001
Si	0.0768	2.6556	27.232	0.0029	0.0011	-0.0003
Si	5.452	2.7216	27.1322	0.0024	0.0023	-0.0039
Si	2.6675	5.4192	27.1291	-0.0031	-0.0063	-0.0035
Si	8.1915	5.3706	27.1546	-0.0031	-0.0012	-0.0044
Si	0.0117	8.1532	27.1591	-0.0033	-0.0011	-0.003
Si	5.5095	8.1438	27.2027	0.0018	-0.0002	-0.0013
Si	4.0872	1.3274	28.5195	-0.006	-0.0063	0.0027
Si	9.5465	1.3153	28.5305	0.0015	0.0056	0.0029
Si	1.3903	4.0689	28.5879	-0.0092	0.0026	-0.0073
Si	6.81	4.0609	28.5479	-0.0004	0.0002	-0.0022
Si	4.0817	6.7777	28.5142	0.0009	0.0081	0.0036
Si	9.5574	6.778	28.5116	-0.0018	0.0035	0.0048
Si	1.296	9.482	28.6593	0.0101	0.0082	-0.0172
Si	6.8267	9.538	28.586	-0.0015	0.0026	-0.0075
Si	-0.0399	-0.0173	29.964	-0.0033	0.0053	0.0045
Si	5.4542	-0.0123	29.9229	-0.0015	0.0016	0.0012
Si	2.7723	2.7169	29.9258	0.0038	-0.0086	0.0004
Si	8.1909	2.7042	29.9026	0.0057	-0.0027	0.0007
Si	-0.0137	5.4383	29.9224	0.0014	0	0.0009
Si	5.4599	5.4498	29.9151	0.0006	0.0019	0.0002
Si	2.7424	8.145	29.9439	0.0054	-0.0078	0.0043
Si	8.2225	8.1764	29.9132	0.0033	-0.0076	-0.0017
Si	1.3695	1.3838	31.2892	-0.0009	-0.0014	0.0013
Si	6.8288	1.3663	31.2876	-0.0023	-0.0003	-0.0018
Si	4.1167	4.0881	31.3038	0	0.0038	0.0005
Si	9.5535	4.0779	31.2902	-0.0002	0	0.0011
Si	1.3553	6.8134	31.3072	-0.0011	0.0006	-0.0036
Si	6.8267	6.8443	31.2825	0.0004	0.0008	0.0021
Si	4.0981	9.5618	31.2995	-0.0012	0.0002	0.0007
Si	9.5577	9.5431	31.3229	0.001	0.0012	-0.0014
Si	2.7388	0.0188	0.7069	0.0012	-0.0006	0.0004
Si	8.2073	0.0168	0.7028	-0.0008	-0.0004	0.001
Si	0.014	2.7555	0.7366	-0.0009	0.001	-0.0015
Si	5.4911	2.7509	0.7308	0.0016	-0.0036	0.0038
Si	2.7403	5.464	0.7096	-0.0005	-0.0009	0.0012
Si	8.2192	5.4996	0.6971	0.0014	0.0011	-0.0006
Si	0.0211	8.2146	0.7511	0.0018	-0.0021	0.0045
Si	5.4866	8.2289	0.7405	0.0004	-0.0001	-0.0004
Si	4.1074	1.3884	2.0867	-0.003	-0.0002	0.0022
Si	9.6095	1.3412	2.0853	0.0149	-0.0039	-0.002
Si	1.3559	4.1727	2.113	-0.0108	0.0037	0.0027
Si	6.8518	4.1622	2.0679	-0.0045	0.0082	-0.0034
Si	4.069	6.8688	2.0783	0.0026	0.0061	-0.0029
Si	9.5868	6.8454	2.1156	-0.0037	-0.0041	-0.0043
Si	1.3782	9.6302	2.1067	-0.0016	0.0077	-0.0114
Si	6.8752	9.6215	2.0994	-0.0099	-0.0015	0.0025
Si	0.0146	0.0045	3.5497	-0.0152	0.0084	-0.0172
Si	5.4924	0.0384	3.464	0.006	-0.0026	-0.0064
Si	2.7165	2.7759	3.4239	0.008	-0.0012	0.0016
Si	8.2719	2.7934	3.3583	-0.0086	-0.0054	0.0164
Si	0.0543	5.5723	3.5591	0.0108	-0.0076	-0.0162
Si	5.4777	5.5501	3.4312	0.0017	-0.0024	0.0018
Si	2.6989	8.237	3.4665	0.0107	-0.0118	-0.0021
Si	8.3037	8.3112	3.463	-0.0073	-0.0032	-0.0041
Si	1.3804	1.4581	4.8657	0.0126	0.0024	0.0031
Si	6.9271	1.4666	4.7233	0.0092	0.0013	0.0099
Si	4.0604	4.1844	4.7484	-0.0042	0.0021	0.0117
Si	9.6128	4.0933	4.8026	-0.0039	-0.0025	-0.0035
Si	1.2499	7.1338	5.0069	-0.019	0.0167	0.0422
Si	6.8509	6.9998	4.7382	-0.0025	-0.0007	-0.0044
Si	4.1027	9.5802	4.7989	0.0018	0.0037	0.0015
Si	9.7705	9.4479	5.0097	0.0438	-0.0384	0.0643
Si	2.7136	-0.0161	6.1454	-0.003	-0.0047	0.0185
Si	8.3275	0.0817	6.0626	-0.0131	0.0079	-0.0098
Si	0.028	2.8092	6.3358	-0.0012	-0.0019	0.0163
Si	5.521	2.8514	6.0474	0.0004	0.001	-0.0038
Si	2.7437	5.6507	6.1074	0.0078	-0.0086	-0.0099
Si	8.3205	5.6656	5.9645	-0.0023	0.0066	0.0119
B	0.0619	8.3089	6.3574	-0.0326	0.0125	-0.0365
Si	5.5129	8.3148	6.2403	0.0014	-0.0002	0.0114
Si	4.3814	1.1921	7.2895	0.0013	-0.0031	-0.0205
Si	9.8206	1.1022	7.6025	0.0025	0.0027	-0.0263
Si	1.1831	4.5735	7.4864	-0.0039	0.0067	-0.0218
Si	6.6949	4.5587	7.2108	-0.0077	0.0017	-0.0193
Si	4.3452	6.6845	7.5286	0.0011	0.0009	-0.0267
Si	9.8925	6.8526	7.3342	0.0114	-0.01	-0.0206
Si	1.1384	9.7195	7.5349	0.0078	0.0227	-0.0292
Si	6.7177	10.0149	7.408	-0.0066	0.0025	-0.0251
O	9.5845	1.2381	23.9857	-0.0035	0.0005	-0.004
O	4.1028	6.8024	23.9493	0.0005	-0.0021	-0.0048
O	4.0093	1.2419	24.0396	0.0005	-0.0012	-0.004
O	9.5326	6.7014	23.9016	0.0006	-0.0008	-0.005
O	0.0237	5.6828	7.9357	0.0081	-0.0123	0.007
O	5.5572	0.1738	7.8841	0.0042	-0.0052	0.0111
O	0.0257	-0.036	8.06	-0.0087	0.007	0.0097
O	5.5629	5.5962	7.8551	-0.0003	0.0033	0.0143
O	7.6141	3.9217	8.405	0.004	-0.0028	0.0067
O	8.8184	7.2378	8.5918	-0.0042	0.005	0.0053
O	2.0972	9.292	8.9083	0.0045	-0.0078	0.008
O	8.9311	1.6483	8.9308	-0.0043	0.0042	0.0154
O	7.5917	9.6007	8.753	0.0022	-0.0032	0.0096
O	3.5747	1.8679	8.5524	-0.005	0.0077	0.0087
O	3.6222	7.1428	8.9649	-0.0014	0.0034	0.0121
O	2.0539	4.0799	8.8222	0.0046	-0.0036	0.0132
O	8.1407	3.482	23.3572	-0.0035	0.0033	-0.0076
O	0.4454	4.9312	22.9608	0.0046	-0.0057	-0.0097
O	1.9037	2.7407	23.2463	-0.0046	0.0033	-0.0093
O	5.8326	4.9107	23.1261	0.0064	-0.0057	-0.0099
O	5.5187	10.0032	23.4977	0.0023	-0.0022	-0.0062
O	2.4402	8.6815	23.023	-0.0048	0.0048	-0.0107
O	0.1892	10.0691	23.0877	0.005	-0.006	-0.0119
O	7.7799	8.5762	23.0843	-0.0058	0.0065	-0.0098
Si	8.6545	7.701	18.429	0.0001	-0.0003	0.0024
Si	8.7804	6.3583	13.6201	-0.0004	0.0006	-0.007
Si	3.7959	1.5319	14.6919	0.0004	-0.0006	-0.0054
Si	2.1325	5.7418	17.6158	-0.0002	-0.0001	0.0014
Si	2.4129	3.1422	19.4952	-0.0003	-0.0002	0.0052
Si	9.8069	9.0337	12.0793	0.0001	-0.0002	-0.0088
Si	1.3277	9.4158	22.0828	-0.0008	-0.0004	0.0101
Si	9.1629	0.9753	13.1895	0.0007	0.0004	-0.0067
Si	1.4273	5.0539	13.0134	0.0001	-0.0001	-0.0067
Si	1.792	8.252	12.7857	0.0015	0.0005	-0.0094
Si	6.6498	9.5583	22.4336	0.0018	-0.0029	0.0069
Si	4.5256	4.5973	15.6783	0.0004	0.0002	-0.0034
Si	8.228	2.9918	9.5566	0.0015	-0.0037	-0.0121
Si	0.8387	8.2448	19.2569	0	0.0008	0.0053
Si	6.9505	1.3513	21.0906	0.0006	0	0.0048
Si	8.2455	8.3776	9.6059	0.0014	-0.0002	-0.005
Si	10.8868	5.1944	15.5943	-0.0003	0	-0.0032
Si	7.5603	9.4905	16.2869	0	-0.0003	-0.0025
Si	9.9311	2.0595	20.2974	0.0003	0.0001	0.0057
Si	3.1729	8.4649	9.8464	-0.0027	-0.0019	-0.0084
Si	6.6892	3.3571	17.4031	0.0003	0.0002	0.0004
Si	1.1635	0.2064	19.8044	0.0005	-0.0005	0.005
Si	3.2367	2.8198	12.264	-0.0007	0.0001	-0.0072
Si	7.2132	5.3998	19.6857	0.0002	0	0.0051
Si	5.7412	8.6503	11.46	-0.0012	0.0004	-0.0071
Si	5.7896	6.0677	13.1663	0.0003	0.0004	-0.0071
Si	4.6316	9.7084	17.6072	0.0001	-0.0005	0.0009
Si	1.0197	3.5977	22.1847	0.0003	0.0021	0.01
Si	4.8976	1.4849	18.798	-0.0001	0.0004	0.0035
Si	3.18	3.1206	9.4865	-0.0021	-0.0023	-0.0131
Si	6.4432	10.7933	13.7397	0.0003	-0.0004	-0.0066
Si	10.3444	0.1172	15.9562	-0.0002	-0.0002	-0.0032
Si	5.672	3.6413	11.1265	0.001	-0.0008	-0.0075
Si	9.8377	3.9025	11.8841	-0.0014	-0.0003	-0.0079
Si	2.3437	9.9237	15.5159	0.0001	-0.0005	-0.0037
Si	6.0766	8.1333	19.7952	0	0.0001	0.0049
Si	6.9339	3.9732	22.3821	-0.0014	0.0025	0.008
Si	9.7528	2.7711	17.3638	-0.0005	-0.0002	0.0008
O	7.1901	6.3723	13.9626	-0.0002	-0.0001	0.0033
O	1.88	7.0565	18.6678	0.0007	-0.0012	-0.0019
O	10.3009	4.0147	16.5113	0	0.0011	0.0006
O	6.1626	9.9574	17.0316	0.0005	0.0001	0.0005
O	10.1367	0.7379	14.4706	0	0.0003	0.0021
O	8.4419	6.121	18.8569	0	0.0003	-0.0012
O	5.1573	0.6562	14.3833	-0.0002	0.0004	0.0031
O	5.7163	2.0613	17.5204	0.0003	0.0002	-0.0005
O	8.3451	1.9433	20.5429	0.0003	-0.0003	-0.002
O	1.9948	4.298	18.4038	0	0.001	-0.0015
O	6.977	2.7879	10.6219	-0.0022	0.0011	0.0047
O	4.8718	2.6977	12.1963	0.0002	-0.0001	0.0039
O	6.0231	4.3964	16.3364	-0.0007	0.0002	0.0006
O	4.5647	3.9251	9.9298	0.0006	0.0003	0.0042
O	10.689	2.7743	21.5548	-0.0011	-0.0011	-0.0042
O	9.7132	6.1436	14.9621	0.0002	-0.0001	0.0024
O	6.0066	6.4968	19.8382	-0.0001	0	-0.0019
O	4.0845	0.1735	18.2694	0.0001	-0.0003	-0.0012
O	9.2626	10.5583	12.286	-0.0003	0.001	0.0038
O	2.86	4.3599	12.6967	-0.0001	0.0004	0.0033
O	1.91	10.6961	21.2086	0	0.0013	-0.0042
O	3.991	2.7191	19.3857	0.0005	-0.0004	-0.0018
O	0.729	10.0476	15.939	0.0004	-0.0001	0.0017
O	1.2719	9.8035	18.8318	0.0001	-0.0001	-0.002
O	1.7109	1.6619	19.2752	0.0002	-0.0001	-0.0017
O	8.9347	10.3762	16.4666	0	0	0.0012
O	4.8755	8.5908	18.7821	-0.0002	0.0005	-0.002
O	9.5627	8.7663	10.4974	0.0012	0.0006	0.0054
O	6.7367	4.0984	18.8505	-0.0001	-0.0005	-0.0022
O	2.8345	1.7239	13.376	0.0001	0.0003	0.0034
O	5.833	8.7809	21.2599	-0.0007	-0.0009	-0.0045
O	2.5346	2.4679	10.8475	-0.0006	-0.0004	0.0055
O	7.6095	4.8515	21.1719	0.0005	0.0009	-0.0045
O	5.2223	7.4632	12.4974	0.0004	-0.0003	0.0039
O	0.4211	9.0658	12.516	-0.0006	0	0.004
O	7.5671	1.0454	13.5611	-0.0002	-0.0002	0.0034
O	7.0941	9.6169	14.7179	-0.0002	-0.0001	0.0024
O	8.981	5.0405	12.6778	0.0002	0.0008	0.004
O	8.0838	8.0325	16.9006	-0.0003	0.0005	0.0002
O	6.212	2.5778	21.894	0.0001	-0.0014	-0.0032
O	2.464	9.064	14.0877	-0.0001	-0.0002	0.0029
O	0.4248	4.4843	11.8608	0.0011	0.0006	0.0032
O	0.8111	8.3154	20.929	-0.0005	-0.0009	-0.005
O	9.3906	3.8266	10.3329	0.0023	0.0015	0.0052
O	9.6413	2.3971	12.5312	0.0002	-0.0008	0.0036
O	7.6209	8.5701	19.3817	0.0009	-0.0001	-0.0022
O	2.5217	8.1687	11.3308	-0.0004	-0.0002	0.0075
O	3.9956	3.0481	15.3445	0	-0.0001	0.0021
O	0.8465	4.491	14.4327	0.0005	-0.0004	0.0024
O	10.053	2.9989	18.9554	-0.0003	0.0002	-0.0025
O	9.1352	7.8117	12.9555	0.0003	-0.0003	0.0036
O	10.5114	0.5373	20.0782	0	-0.0002	-0.0022
O	6.0488	5.0172	11.9265	-0.0003	0.0002	0.0035
O	8.1509	2.7553	17.0163	0.0002	0	0.0004
O	3.5225	5.4664	16.7042	0.0003	0.0001	0.0007
O	4.6199	9.1204	10.3441	0.0018	0.0004	0.0037
O	1.5355	6.6744	13.1722	-0.0003	-0.0002	0.0034
O	4.7621	5.4967	14.3234	0.0004	-0.0001	0.0026
O	2.0417	3.8529	20.924	0.0008	-0.0004	-0.0044
O	10.5338	1.3917	16.9636	0.0004	-0.0003	0.0005
O	0.9318	6.0638	16.5557	-0.0004	0	0.0005
O	7.3387	10.9524	21.9323	0	0.0014	-0.0029
O	5.9312	0.912	19.9136	-0.0011	0	-0.0026
O	6.08	9.9992	12.3528	0.0001	-0.0001	0.0031
O	2.8488	0.5461	15.5739	0.0001	0.0002	0.0021
O	7.0473	7.9972	10.687	-0.0007	-0.0005	0.0037
O	10.2414	8.0172	18.6787	-0.0005	-0.0001	-0.0014
O	3.4408	9.2027	16.564	-0.0003	0.0005	0.0004

Results
free energy: -137022.592 eV
free energy less fixed offsets of B -154.04, O -568.88, Si -635.61 eV per atom: 4.538 eV

The program warned: the cutoff lies below the one the program advises for these potential files; the exchange-correlation potential is rough where the density is thin.
